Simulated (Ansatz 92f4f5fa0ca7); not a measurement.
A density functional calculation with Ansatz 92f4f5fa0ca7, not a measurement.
Periodic cell of 240 atoms, Si128O80H32, with a vacuum gap, from a study of silicon, its oxide and their interface. The atomic structure is a simulated model.

Settings: functional r2SCAN; potential files Ansatz PAW; basis plane waves; wave-function cutoff 800 eV; density cutoff ratio 5; exchange-correlation grid ratio 1; k mesh 1 x 1 x 1, shifted by 0.5 0.5 0 of a step; self-consistency stop 1e-11 eV per atom in the density residual; occupations fixed; spin none; net charge 0; applied field sawtooth along c, amplitude +0.015 V/angstrom in the program's sign convention, ramp centred at 0.9882 of c and 0.0236 of c wide, no dipole correction.

Cell vectors (angstrom)
a, 10.88, 0, 0
b, 0, 10.88, 0
c, 0, 0, 42.41

Atoms and the computed forces on them: element, x, y, z (angstrom), force x, y, z (eV/angstrom)
Si, -3.0918, -3.1116, 28.8402, 0.0018, -0.0071, 0.036
Si, -0.1057, -0.3894, 28.9006, -0.0017, -0.0064, 0.03
Si, -3.5067, 2.859, 28.6842, -0.0035, 0.0041, 0.0495
Si, -0.8416, -5.296, 28.6102, -0.0053, 0.002, 0.0456
Si, -8.7847, -2.6078, 28.8226, -0.004, 0.0061, 0.0322
Si, -6.0546, 0.0894, 28.7409, -0.0029, 0.0034, 0.0396
Si, 2.5792, 2.271, 28.731, 0.002, -0.0019, 0.0394
Si, -5.684, -5.7297, 28.8443, 0.0073, -0.006, 0.0393
Si, -1.8285, -1.5113, 30.0411, 0.0027, -0.0021, -0.0186
Si, 1.0117, 1.2116, 30.1343, 0.0097, -0.0022, -0.0181
Si, -1.8319, -6.9498, 29.9646, -0.0057, 0.0127, -0.0137
Si, 0.8611, -4.2599, 29.936, -0.0063, 0.0038, -0.0202
Si, -7.2014, -1.4744, 30.0945, -0.0043, 0.0029, -0.0153
Si, -4.5364, 1.2601, 30.062, -0.0119, -0.001, -0.0135
Si, 3.6344, 3.9045, 30.0576, 0.0052, -0.007, -0.0124
Si, -4.5352, -4.2577, 30.2318, 0.0063, -0.0047, -0.018
Si, -3.1612, -0.1193, 31.3795, 0.0015, -0.0027, 0.0135
Si, -0.4431, 2.5989, 31.347, -0.0007, 0.0011, 0.0085
Si, -3.1371, -5.6512, 31.4815, 0.0018, 0.0016, 0.0073
Si, -0.4578, -2.9034, 31.3946, -0.0002, -0.0006, 0.0061
Si, 2.335, -0.1495, 31.5102, -0.0053, -0.001, 0.0045
Si, 4.9974, 2.5841, 31.4688, 0.0055, -0.0008, 0.0062
Si, 2.2273, 5.2873, 31.3351, 0.0018, 0.0048, 0.0093
Si, -5.8954, -2.8416, 31.4642, -0.0022, 0.0031, 0.0146
Si, -4.514, -1.4742, 32.7666, 0.0065, 0.0089, 0.0221
Si, -1.7951, 1.2342, 32.7284, 0.0027, -0.004, 0.026
Si, -4.5177, 3.9134, 32.8291, 0.0032, 0.0034, 0.011
Si, -1.7865, -4.2477, 32.7899, 0.0013, 0.0017, 0.0067
Si, 0.9121, -1.5372, 32.7688, 0.0058, 0.0056, 0.0061
Si, 3.6669, 1.2234, 32.8391, -0.0001, -0.0073, 0.0083
Si, 0.8987, 3.947, 32.7342, -0.0035, -0.0045, 0.0259
Si, 3.5902, -4.2343, 32.7356, -0.0049, -0.0053, 0.0249
Si, 1.4029, -1.3653, 9.6859, 0.0056, 0.005, -0.0246
Si, 4.1006, 1.3484, 9.6937, -0.0018, -0.003, -0.0245
Si, 1.3679, 4.0967, 9.5707, 0.0049, 0.0074, -0.0049
Si, 4.0692, -4.056, 9.6172, 0.0014, 0.0026, -0.0128
Si, 6.7536, -1.3453, 9.5591, 0.0015, -0.0085, -0.0082
Si, -1.3842, 1.3767, 9.6153, -0.0032, -0.0045, -0.0104
Si, 6.8135, 4.0385, 9.6916, 0.0009, 0.0015, -0.0257
Si, -1.3413, 6.7824, 9.6518, -0.0032, 0.0007, -0.0211
Si, 2.766, -0.011, 11.083, 0.0015, -0.0029, -0.0095
Si, 5.4521, 2.6882, 11.0895, 0.0098, -0.0054, -0.0097
Si, 2.6929, 5.4622, 10.9382, -0.0125, 0.0023, -0.005
Si, 5.4366, -2.6844, 10.9529, -0.0029, 0.0045, -0.0035
Si, -2.8306, 0.034, 10.9033, -0.0038, 0.0008, -0.0067
Si, 0.0261, 2.7427, 10.9135, 0.0021, 0.0104, -0.0059
Si, 8.1913, 5.4101, 11.0157, 0.0095, -0.0027, -0.0142
Si, 0.0327, -2.7451, 10.9996, 0.0074, -0.0102, -0.014
Si, 1.3628, 1.4124, 12.3225, -0.0073, 0.0029, 0.01
Si, 4.0563, 4.131, 12.3109, -0.0142, 0.0052, 0.01
Si, 1.3764, -4.1021, 12.3993, 0.0125, -0.0119, 0.0113
Si, 4.1534, -1.3678, 12.46, 0.006, -0.0087, 0.0137
Si, -4.0931, 1.3067, 12.4872, 0.0079, -0.0055, 0.013
Si, -1.2775, 4.071, 12.3473, 0.0058, -0.0108, 0.0103
Si, 6.798, -4.0717, 12.2748, -0.0067, 0.0134, 0.0129
Si, -1.4365, -1.3422, 12.1367, -0.0058, 0.0124, 0.007
Si, -0.3118, 0.2081, 13.4173, 0.0071, -0.0102, 0.0313
Si, 2.5024, 3.0071, 13.6352, 0.0044, -0.0052, 0.0247
Si, 0.2681, -5.6862, 13.7563, -0.0064, 0.0109, 0.0203
Si, 3.0082, -3.0038, 13.6827, -0.005, 0.0035, 0.0273
Si, 5.7917, -0.378, 13.8914, -0.0089, -0.0067, 0.038
Si, -2.3939, 2.4621, 13.6149, -0.0085, 0.0112, 0.0275
Si, 5.2267, 5.695, 13.6022, 0.0036, -0.0107, 0.0301
Si, -2.8437, -2.5574, 13.5448, -0.0016, -0.0076, 0.0186
Si, -6.1028, 3.574, 24.4775, -0.005, 0.0053, 0.0653
Si, -1.2173, 3.339, 19.2759, 0.0022, -0.0042, 0.0654
Si, 6.8227, 2.4748, 18.0794, 0.0085, 0.0034, 0.072
Si, 2.5764, -4.6517, 18.6583, 0.0086, -0.0045, 0.0663
Si, 1.864, 3.401, 18.3454, -0.0038, 0.0076, 0.0575
Si, -2.3658, 0.7908, 23.9347, -0.0058, 0.0002, 0.0577
Si, 4.115, -2.0976, 18.9854, -0.0041, -0.0148, 0.0698
Si, 5.298, 0.1631, 17.0445, 0.0044, -0.0064, 0.0642
Si, -1.2402, -0.3245, 26.2052, -0.003, 0.0109, 0.0712
Si, -3.4164, 2.9184, 25.6772, 0.0084, -0.0025, 0.0634
Si, -0.8494, -4.3677, 23.0784, -0.0058, -0.0033, 0.0593
Si, 2.8633, 1.5472, 16.2575, -0.007, 0.0049, 0.0674
Si, 0.3349, -1.8956, 24.2358, -0.0135, -0.0013, 0.062
Si, 3.3645, -4.4009, 26.6999, 0.0041, 0.0013, 0.075
Si, 1.4052, -1.1861, 15.5791, -0.01, 0.0018, 0.0747
Si, 1.3474, -1.5958, 20.2018, 0.0044, 0.0075, 0.0697
Si, 0.1797, -2.8113, 17.8774, 0.0189, 0.0022, 0.0714
Si, 1.6753, -4.3312, 21.5702, -0.0073, 0, 0.0668
Si, 4.3499, 2.6768, 20.1366, -0.002, -0.0028, 0.0755
Si, -0.8136, 2.2572, 21.9298, -0.0054, -0.0104, 0.062
Si, -0.7121, -6.2838, 25.5661, 0.009, -0.0118, 0.0749
Si, -4.4343, -1.2591, 23.6496, 0.0116, 0.0018, 0.0626
Si, 1.3433, 0.4272, 22.4409, -0.0033, -0.0041, 0.0557
Si, 2.0256, 3.8851, 26.1105, -0.0051, -0.0075, 0.0639
Si, -6.4993, 0.9884, 22.6583, 0.0103, -0.0061, 0.0639
Si, -1.5701, -4.3147, 15.8883, -0.0067, 0.0081, 0.064
Si, 3.048, -3.4582, 23.8861, 0.0018, -0.0034, 0.075
Si, -5.4313, -5.9976, 21.906, 0.0063, 0.0055, 0.0595
Si, -4.232, -1.3862, 26.6387, 0, -0.0074, 0.0676
Si, -5.7042, -2.9207, 21.7962, 0.0093, -0.0059, 0.068
Si, -2.3715, -6.1648, 21.5917, -0.0069, 0.0104, 0.0572
Si, 7.1344, 4.3466, 15.7612, -0.0076, -0.01, 0.0729
Si, -3.1648, -2.8594, 34.1009, 0.0325, -0.0328, 0.1697
Si, -0.4491, -0.1403, 34.0915, 0.0276, -0.0325, 0.1634
Si, -3.1454, 2.5497, 34.1511, -0.0071, 0.0213, 0.1985
Si, -0.4286, 5.284, 34.1441, -0.0201, 0.0222, 0.1966
Si, 2.268, -2.8887, 34.138, -0.0294, 0.0465, 0.1935
Si, -5.8563, -0.1476, 34.167, -0.0228, 0.0144, 0.1965
Si, 2.2607, 2.5964, 34.1108, 0.0182, -0.02, 0.1727
Si, 4.9724, -5.5714, 34.1092, 0.0202, -0.0221, 0.1681
Si, -1.816, -1.4958, 35.4522, 0.0884, -0.0184, 0.3055
Si, 0.912, 1.2206, 35.4533, -0.0199, -0.0306, 0.3016
Si, -1.7895, 3.9234, 35.4977, -0.0047, 0.0059, 0.3154
Si, 0.9229, -4.2417, 35.5072, -0.0216, 0.0313, 0.3507
Si, -7.2365, -1.5219, 35.4877, -0.0138, 0.0121, 0.2903
Si, -4.5003, 1.2003, 35.5198, 0.0178, -0.0032, 0.4118
Si, 3.6214, -6.9325, 35.4676, -0.0078, 0.0135, 0.3483
Si, -4.5352, -4.21, 35.4547, -0.0252, 0.0044, 0.2987
Si, 1.3784, 1.3416, 6.9646, -0.0182, 0.0433, -0.2649
Si, 4.103, 4.0684, 6.9482, 0.0269, -0.0151, -0.2602
Si, 1.3524, 6.8156, 6.9046, -0.0033, 0.0178, -0.3246
Si, 4.0618, -1.3469, 6.8987, -0.0311, 0.0328, -0.4164
Si, 6.7924, 1.3663, 6.9044, -0.0334, 0.0186, -0.332
Si, -1.3708, 4.0898, 6.9083, -0.007, -0.0006, -0.3891
Si, 6.8099, -4.0946, 6.9625, 0.0255, -0.0329, -0.2827
Si, -1.3433, -1.3657, 6.9486, 0.0275, -0.032, -0.2598
Si, 0.014, -0.0141, 8.3264, -0.0139, 0.01, -0.171
Si, 2.7539, 2.702, 8.3027, -0.0271, 0.0149, -0.1683
Si, -0.0095, 5.4518, 8.2466, 0.0266, -0.0215, -0.1988
Si, 2.7147, -2.7018, 8.2616, 0.0197, -0.0278, -0.1994
Si, 5.4051, 0.0212, 8.2441, 0.0121, -0.001, -0.2017
Si, 8.1493, 2.7293, 8.26, 0.0059, -0.0078, -0.2002
Si, 5.4561, 5.4204, 8.3287, -0.0172, 0.0166, -0.1717
Si, 8.1753, -2.7266, 8.298, -0.015, 0.0134, -0.1631
O, -5.3184, -0.4462, 27.3832, 0.0153, -0.0112, -0.0289
O, -4.5562, -6.8062, 28.3753, 0.003, 0.0001, -0.0275
O, 2.3467, -2.3849, 15.0467, 0.0152, -0.0136, -0.0374
O, -6.4662, -6.8726, 21.0455, -0.0043, -0.019, -0.0347
O, -7.1913, 1.1631, 28.2459, -0.0009, 0.007, -0.0194
O, -0.6063, 0.3272, 27.5275, -0.012, -0.0027, -0.047
O, 0.9786, -1.5023, 28.3937, 0.0031, -0.0017, -0.0133
O, 4.126, -4.1052, 14.1774, 0.0023, 0.0027, -0.0212
O, -2.1255, -3.2241, 14.8405, -0.0109, 0.0167, -0.0408
O, -0.331, -5.0798, 15.1605, 0.0102, -0.0101, -0.0369
O, 0.5579, -0.5058, 23.4765, 0.0059, 0.0135, -0.0273
O, -5.8164, -6.0693, 23.4724, 0.0103, 0.0094, -0.0401
O, -0.5427, -5.8662, 27.1209, 0.0084, -0.0122, -0.0496
O, 1.9433, 2.862, 27.3563, -0.0022, 0.0165, -0.042
O, -0.6842, -5.0394, 24.5374, -0.0015, 0.0156, -0.0458
O, -4.0106, -2.7044, 27.5458, -0.0085, 0.0133, -0.0336
O, 2.2823, 0.1256, 15.8116, -0.0129, -0.0072, -0.0237
O, -1.1221, -3.5463, 17.2503, -0.012, -0.0113, -0.0409
O, 7.9465, 3.2126, 14.9507, 0.0109, -0.0156, -0.0396
O, 5.7083, 2.6712, 19.2417, 0.0193, -0.0089, -0.0431
O, -4.3611, -2.4385, 22.5487, -0.0058, -0.0144, -0.0244
O, 2.8715, 0.4862, 22.9231, 0.0012, -0.0041, -0.0091
O, -1.9476, -4.1359, 28.3005, -0.0001, -0.0063, -0.0123
O, 6.963, -1.4832, 14.1282, 0.0066, 0.0026, -0.0101
O, 3.8622, -3.6525, 18.5017, -0.0032, -0.0057, -0.0198
O, -0.8805, 2.1688, 20.3321, -0.0039, 0.0101, -0.0468
O, 4.1123, 1.2564, 17.2349, -0.0084, 0.0019, -0.0267
O, -4.8869, 3.5927, 25.5552, -0.0132, 0.0023, -0.0254
O, 5.3444, -0.0953, 15.4414, 0.0029, -0.0034, -0.0787
O, 1.143, -0.1885, 20.9486, -0.0025, -0.0124, -0.0362
O, -1.3225, 1.3105, 14.1068, -0.0017, -0.002, -0.0267
O, -3.4865, 1.7884, 24.5176, 0.0025, -0.0076, -0.0317
O, 2.8294, -3.0805, 27.4458, 0.0057, -0.0137, -0.0408
O, 2.2696, -4.9815, 20.2283, 0.0034, -0.0049, -0.0513
O, -1.84, 1.1603, 22.4799, 0.0186, 0.0161, -0.0343
O, -2.2521, -4.7429, 22.3594, -0.0108, -0.0102, -0.0197
O, 5.9697, 5.0126, 14.8747, -0.0165, 0.014, -0.0395
O, 0.6811, 1.9127, 22.4409, -0.0051, 0.0054, -0.0156
O, -1.8206, 4.6471, 20.0571, 0.0117, -0.0092, -0.0455
O, -2.4667, 2.7554, 18.3927, -0.0208, -0.0062, -0.0363
O, -6.1519, 2.2514, 23.5748, -0.0086, -0.0162, -0.0343
O, -2.7755, -0.6956, 26.5508, 0.0048, -0.0024, -0.0185
O, -6.2541, -5.023, 27.4883, -0.0134, 0.0107, -0.0284
O, 4.9399, -1.1917, 17.901, 0.0126, 0.0237, -0.0435
O, -6.4122, 1.3656, 21.0859, -0.0011, 0.0103, -0.0455
O, -5.5644, -4.4723, 21.4139, 0.0013, -0.0029, -0.0121
O, 0.2508, -0.8247, 14.5331, -0.0025, 0.0119, -0.0369
O, -4.8133, -1.7265, 25.1631, -0.0024, -0.0025, -0.05
O, 0.2145, -4.8746, 21.9498, 0.0146, -0.0004, -0.028
O, -7.075, -4.0265, 25.1909, -0.0037, 0.015, -0.0528
O, 2.6602, 4.7773, 17.9548, 0.0006, -0.0043, -0.0199
O, 3.286, 2.3533, 14.917, -0.0081, 0.0125, -0.054
O, 3.351, 3.6484, 25.2242, 0.0217, -0.0066, -0.0267
O, 1.6454, -2.7209, 21.3345, -0.0069, 0.0139, -0.0347
O, -0.6598, -2.792, 23.3249, 0.0002, -0.0135, -0.024
O, 6.4188, 3.5946, 16.9844, 0.0057, 0.0189, -0.0504
O, 2.1576, -5.4782, 26.6811, -0.0008, -0.0053, -0.0227
O, 0.6615, -1.6275, 16.9139, 0.0159, 0.0171, -0.0588
O, -1.4013, 3.6874, 22.4202, -0.0044, -0.0004, -0.0283
O, -2.7174, -5.3884, 16.2693, 0.0031, 0.0047, -0.0276
O, -1.2072, 0.812, 25.0608, -0.0065, 0.0099, -0.032
O, 0.641, 3.728, 25.2719, -0.0047, -0.0037, -0.0317
O, -0.3828, -1.5962, 25.6625, 0.015, -0.0085, -0.039
O, -2.939, -0.6906, 23.7553, -0.0023, -0.0003, -0.0148
O, 2.555, -4.6503, 22.8945, -0.0114, -0.0041, -0.034
O, 0.0504, -2.0926, 19.3376, -0.0083, -0.0065, -0.0459
O, 1.3913, 4.0805, 14.2011, -0.0021, 0.0009, -0.0194
O, 1.7667, -2.6268, 24.4283, 0.0015, 0.0016, -0.0236
O, 1.308, -3.9418, 17.988, -0.0153, 0.014, -0.0323
O, 6.6474, 0.9295, 17.5488, -0.0082, -0.0086, -0.0356
O, -6.843, -2.6072, 22.9293, 0.0083, -0.0011, -0.0338
O, 2.6388, -1.4533, 19.2182, 0.0119, 0.0059, -0.0337
O, -3.1809, 2.3086, 27.1696, 0.0063, 0.0051, -0.0491
O, 2.8585, 2.7005, 19.4492, -0.0156, 0.0084, -0.0343
O, -3.932, -6.5707, 21.6464, 0.0008, 0.0003, -0.022
O, -5.4486, -0.1516, 23.0641, -0.0089, 0.0032, -0.022
O, 0.2672, 3.6909, 18.6603, 0.0144, -0.002, -0.0328
O, 1.7851, 2.4155, 17.0703, 0.0147, -0.0211, -0.0521
O, 4.8924, -2.1217, 20.4132, -0.0132, 0.0086, -0.0522
O, -2.1476, 3.878, 25.3685, -0.0002, 0.0017, -0.0316
H, -0.9955, -2.319, 36.3847, -0.2336, 0.2809, -0.291
H, -2.6375, -0.6738, 36.3847, 0.342, -0.3541, -0.2909
H, 0.0926, 2.0448, 36.3857, 0.3024, -0.3607, -0.2716
H, 1.7323, 0.3973, 36.3857, -0.2555, 0.2769, -0.2926
H, -0.9658, 3.1035, 36.4301, -0.3316, 0.3428, -0.2354
H, -2.6104, 4.7461, 36.4301, 0.2507, -0.2589, -0.27
H, 0.1018, -3.4191, 36.4397, 0.2442, -0.2702, -0.2656
H, 1.7456, -5.0626, 36.4397, -0.3417, 0.352, -0.2457
H, -6.4092, -2.3382, 36.4202, -0.3755, 0.318, -0.2434
H, -8.0565, -0.6983, 36.4202, 0.2544, -0.2782, -0.2698
H, -3.6819, 0.3752, 36.4523, -0.3545, 0.3694, -0.217
H, -5.3257, 2.0186, 36.4523, 0.2722, -0.2117, -0.276
H, 2.7982, -6.1121, 36.4001, 0.3634, -0.3389, -0.2591
H, 4.4429, -7.7546, 36.4001, -0.2523, 0.23, -0.3074
H, -3.7128, -5.0311, 36.3871, -0.2654, 0.232, -0.3037
H, -5.3555, -3.3866, 36.3871, 0.3666, -0.3316, -0.2618
H, 0.56, 2.1667, 6.0322, 0.2474, -0.243, 0.2968
H, 2.2, 0.5196, 6.0322, -0.3791, 0.3321, 0.2751
H, 3.2792, 4.8883, 6.0158, 0.2437, -0.2452, 0.3065
H, 4.9224, 3.2443, 6.0158, -0.3125, 0.3758, 0.2633
H, 0.5299, 7.6368, 5.9722, 0.358, -0.3363, 0.2272
H, 2.1733, 5.9929, 5.9722, -0.2361, 0.2639, 0.2693
H, 4.8828, -2.1695, 5.9662, -0.2304, 0.2648, 0.2662
H, 3.2413, -0.5238, 5.9662, 0.3333, -0.403, 0.1988
H, 7.6124, 0.5427, 5.972, -0.274, 0.2562, 0.2705
H, 5.9721, 2.1896, 5.972, 0.3635, -0.3325, 0.2204
H, -0.5454, 3.2715, 5.9758, -0.2712, 0.2284, 0.2592
H, -2.1923, 4.9119, 5.9758, 0.345, -0.3464, 0.2203
H, 7.6332, -4.9149, 6.0301, -0.3527, 0.332, 0.2612
H, 5.9872, -3.2737, 6.0301, 0.226, -0.2684, 0.3066
H, -0.5231, -2.189, 6.0162, -0.3327, 0.3477, 0.2681
H, -2.1707, -0.5494, 6.0162, 0.2907, -0.231, 0.305

Results
free energy: -128005.493 eV
free energy less fixed offsets of H -15.71, O -570.45, Si -639.56 eV per atom: -3.093 eV

The program warned: the cutoff lies below the one the program advises for these potential files; the forces do not sum to zero within the program's tolerance; empty levels may hold ghost states of the PAW files; the exchange-correlation potential is rough where the density is thin.
